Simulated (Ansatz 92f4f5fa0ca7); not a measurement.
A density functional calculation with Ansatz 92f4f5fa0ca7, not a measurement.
Periodic cell of 357 atoms, Si241O116, from a study of silicon, its oxide and their interface. The atomic structure is a simulated model.
Doubt: the cutoff is far below the 930 eV that the study's wrapper takes by default for these files, so forces and energies are approximate.

Settings
functional: PBE
potential files: Ansatz PAW
basis: plane waves
wave-function cutoff: 580 eV
density cutoff ratio: 5
exchange-correlation grid ratio: 1
k mesh: 1 x 1 x 1, Gamma-centred
self-consistency stop: 5e-08 eV per atom in the density residual
occupations: fixed
spin: none
net charge: 0

Cell vectors (angstrom)
a	11.6015	0	0
b	0	13.3963	0
c	0	0	40.7152

Atoms and the computed forces on them: element, x, y, z (angstrom), force x, y, z (eV/angstrom)
Si	0	2.2327	1.1851	-0.0076	-0.0016	0.002
Si	3.8672	2.2327	1.1851	0.0129	0.0084	0.0141
Si	7.7343	2.2327	1.1851	0.0089	-0.0161	0.0064
Si	1.9336	5.5818	1.1851	0.0053	0.0055	-0.0074
Si	5.8008	5.5818	1.1851	0.0158	-0.0105	0.0005
Si	9.6679	5.5818	1.1851	-0.0113	-0.0004	0.0085
Si	0	8.9308	1.1851	0.011	0.0082	-0.0032
Si	3.8672	8.9308	1.1851	0.0074	-0.0036	-0.0045
Si	7.7343	8.9308	1.1851	0.0203	-0.0054	-0.0038
Si	1.9336	12.2799	1.1851	0.0042	0.0226	0.0052
Si	5.8008	12.2799	1.1851	0.005	0.021	0.0251
Si	9.6679	12.2799	1.1851	0.0124	0.0263	0.0129
Si	1.9336	1.1164	1.9745	-0.0197	-0.0282	-0.0033
Si	5.8008	1.1164	1.9745	0.0149	-0.0217	0.0041
Si	9.6679	1.1164	1.9745	-0.0062	-0.0285	0.0088
Si	0	4.4654	1.9745	-0.0043	-0.0288	-0.0078
Si	3.8672	4.4654	1.9745	-0.0198	-0.0232	-0.0016
Si	7.7343	4.4654	1.9745	-0.0211	-0.0078	-0.0037
Si	1.9336	7.8145	1.9745	-0.0331	-0.0036	-0.0023
Si	5.8008	7.8145	1.9745	-0.0466	-0.0035	-0.0097
Si	9.6679	7.8145	1.9745	-0.0281	0.0238	-0.004
Si	0	11.1635	1.9745	-0.0099	-0.0104	-0.0067
Si	3.8672	11.1635	1.9745	-0.044	-0.0061	-0.0102
Si	7.7343	11.1635	1.9745	-0.0014	-0.0408	-0.0136
Si	1.9336	1.1164	4.3426	-0.0463	-0.053	0.0529
Si	5.8008	1.1164	4.3426	0.0583	-0.0427	0.0261
Si	9.6679	1.1164	4.3426	-0.0376	-0.0736	-0.0006
Si	0	4.4654	4.3426	-0.0476	-0.0679	-0.0242
Si	3.8672	4.4654	4.3426	-0.0572	-0.0632	0.0125
Si	7.7343	4.4654	4.3426	-0.0597	-0.0545	-0.0963
Si	1.9336	7.8145	4.3426	-0.1196	0.032	-0.2361
Si	5.8008	7.8145	4.3426	-0.1373	0.0115	-0.1107
Si	9.6679	7.8145	4.3426	-0.0458	0.0876	-0.1167
Si	0	11.1635	4.3426	-0.015	-0.0067	0.1001
Si	3.8672	11.1635	4.3426	-0.1411	0.0263	0.1292
Si	7.7343	11.1635	4.3426	0.0115	-0.0498	0.1417
Si	0	0	36.3747	-0.0196	0.0015	-0.1837
Si	3.8672	0	36.3747	0.1841	0.0273	-0.0707
Si	7.7343	0	36.3747	0.0021	-0.3009	-0.314
Si	1.9336	3.3491	36.3747	0.0223	-0.0721	0.3239
Si	5.8008	3.3491	36.3747	0.0961	-0.1342	-0.0375
Si	9.6679	3.3491	36.3747	0.0737	-0.0059	0.0265
Si	0	6.6981	36.3747	0.0388	0.0217	0.2977
Si	3.8672	6.6981	36.3747	0.0546	0.1184	0.269
Si	7.7343	6.6981	36.3747	-0.0537	0.1093	-0.0283
Si	1.9336	10.0472	36.3747	0.1935	0.0949	-0.0724
Si	5.8008	10.0472	36.3747	0.1396	0.0798	-0.0294
Si	9.6679	10.0472	36.3747	-0.0925	0.1779	-0.1942
Si	0	0	38.7428	-0.0154	0.0271	0.022
Si	3.8672	0	38.7428	0.0592	0.0362	0.0128
Si	7.7343	0	38.7428	0.0091	-0.1026	0.0169
Si	1.9336	3.3491	38.7428	0.0057	-0.0313	-0.0023
Si	5.8008	3.3491	38.7428	0.0386	-0.0589	0.01
Si	9.6679	3.3491	38.7428	0.0265	-0.0053	0.007
Si	0	6.6981	38.7428	0.0041	0.0039	-0.0079
Si	3.8672	6.6981	38.7428	0.0265	0.0317	-0.0023
Si	7.7343	6.6981	38.7428	-0.0243	0.0195	0.0181
Si	1.9336	10.0472	38.7428	0.0693	0.0451	0.0016
Si	5.8008	10.0472	38.7428	0.053	0.0292	-0.0061
Si	9.6679	10.0472	38.7428	-0.0349	0.0894	0.0107
Si	0	2.2327	39.5322	0.0092	0.011	0.0122
Si	3.8672	2.2327	39.5322	-0.0198	-0.0012	0.0114
Si	7.7343	2.2327	39.5322	-0.0055	0.0302	-0.0376
Si	1.9336	5.5818	39.5322	-0.0048	-0.0074	0.0136
Si	5.8008	5.5818	39.5322	-0.0144	0.0228	-0.0043
Si	9.6679	5.5818	39.5322	0.0101	0.0097	-0.0034
Si	0	8.9308	39.5322	-0.0088	-0.0193	-0.0372
Si	3.8672	8.9308	39.5322	-0.0069	-0.0075	0.0105
Si	7.7343	8.9308	39.5322	-0.0227	-0.0035	-0.0035
Si	1.9336	12.2799	39.5322	-0.0034	-0.0233	-0.0305
Si	5.8008	12.2799	39.5322	-0.0068	-0.024	0.0011
Si	9.6679	12.2799	39.5322	-0.0103	-0.0248	0.0061
Si	0.2795	0.2177	29.489	0.0108	0.0001	-0.0034
Si	4.1105	2.6679	30.2143	-0.0018	0.0023	0.0056
Si	8.0807	0.5244	29.3374	0.0077	-0.0105	-0.0418
Si	2.0544	3.4365	29.4831	0.0033	0.0007	0.0019
Si	5.8389	3.8776	29.0856	0.0046	-0.0062	-0.001
Si	9.8358	3.7125	29.3458	-0.0033	0.0081	-0.0011
Si	0.2097	6.6512	29.2418	0.0027	0	-0.0024
Si	4.0276	7.0423	29.3489	0.0049	-0.0052	-0.0002
Si	7.7055	8.4428	28.3596	-0.0124	0.0085	-0.0068
Si	3.3056	10.8835	28.7224	0.0199	-0.0036	0.0013
Si	5.6849	10.9384	28.1907	0.0003	0.0092	-0.0006
Si	10.2939	10.2607	28.2913	0.0058	0.0268	0.0073
Si	0.0746	2.4508	30.2281	0.0052	-0.0093	-0.0025
Si	4.0217	0.5804	29.282	0.0162	-0.0233	-0.008
Si	7.7744	2.7248	29.9239	0.0121	-0.004	-0.0074
Si	2.1638	5.6641	30.0337	-0.0126	0.0107	0.0114
Si	5.8908	5.9225	30.2441	-0.0016	0.0001	0.0066
Si	9.7985	5.877	30.2179	0	-0.0024	0.0047
Si	0.6865	8.7682	30.117	0.0061	-0.002	0.0096
Si	3.0693	8.9987	30.1667	-0.0096	0.004	0.0093
Si	7.8312	7.2234	30.2698	0.0037	0.0023	-0.0021
Si	2.3336	12.5894	30.1313	-0.0153	0.0048	0.0006
Si	6.0563	12.7431	29.6767	0.0045	0.0154	-0.0038
Si	9.8559	12.6681	30.1936	-0.0059	0.0041	-0.005
Si	0.0496	2.2425	32.541	-0.0045	0.0018	-0.0017
Si	3.9684	2.2774	32.5184	0.0011	0.002	0.0068
Si	7.7803	2.3509	32.3348	-0.0002	0.0039	0.003
Si	2.0459	5.6112	32.4281	-0.0014	-0.0008	-0.0061
Si	5.807	5.5707	32.5481	-0.0007	-0.0005	-0.0011
Si	9.8181	5.5981	32.5422	-0.0011	0.002	-0.002
Si	0.0546	8.9162	32.4184	-0.0019	0.0031	0.0013
Si	3.8348	9.0073	32.4318	-0.0018	-0.0012	-0.003
Si	7.7745	8.6803	32.2845	0.0015	-0.0029	0.0019
Si	2.0639	12.3005	32.4513	-0.0038	-0.0004	-0.0035
Si	5.9113	12.3185	32.1474	-0.0031	-0.0068	0.0042
Si	9.7416	12.2375	32.4684	0.0004	-0.0044	0.001
Si	2.0084	1.124	33.2272	0.0014	0.0035	-0.0037
Si	5.9097	1.11	33.1525	0.0039	-0.0021	0.0015
Si	9.6686	1.127	33.1967	-0.0012	0.0036	0.0001
Si	0.1249	4.4763	33.2783	0.0014	0.0013	0.0005
Si	3.9061	4.4717	33.3235	0.0004	0.005	0.0011
Si	7.8112	4.524	33.2474	-0.0014	0.0044	-0.0046
Si	1.9669	7.8294	33.2861	0.002	0.0042	0.0013
Si	5.778	7.8283	33.2096	0.0006	0.0009	0.0021
Si	9.7279	7.8202	33.2776	0.0013	0.0032	0.0004
Si	0.1046	11.1562	33.202	0.0021	0.0017	0.0002
Si	4.0066	11.2306	33.1842	0.0033	-0.0008	0.0057
Si	7.7657	11.0455	33.006	-0.002	0.009	0.0001
Si	1.9437	1.1189	35.5913	0.0006	-0.0003	0.0016
Si	5.819	1.1066	35.5518	-0.0012	0.0009	0.0028
Si	9.6564	1.121	35.575	0.0011	-0.001	0.0026
Si	0.0175	4.4727	35.6198	0.0015	-0.0017	0.002
Si	3.8648	4.4714	35.6496	0.0003	-0.0036	0.0025
Si	7.7416	4.4706	35.601	-0.0015	-0.0022	0.0036
Si	1.9341	7.8086	35.6256	0.0011	-0.0002	0.0059
Si	5.7905	7.8266	35.5805	0.0008	-0.0034	0.0031
Si	9.6779	7.8232	35.6202	-0.0008	0.0001	0.0024
Si	0.0138	11.1595	35.5743	-0.0002	-0.0005	0.0014
Si	3.8936	11.1728	35.569	-0.0004	-0.0031	-0.0034
Si	7.7255	11.1321	35.4774	0.0009	-0.0012	0.0024
Si	-0.006	0.0013	5.1498	0.0009	0	-0.0011
Si	3.8695	0.0094	5.1421	-0.0005	-0.0012	-0.0013
Si	7.7368	-0.0065	5.1469	-0.0001	-0.0004	0.0007
Si	1.9276	3.3423	5.1334	-0.0004	0.0031	-0.0006
Si	5.7991	3.3459	5.1298	0.0012	0.0006	-0.0003
Si	9.6599	3.3452	5.121	0.0009	0.002	0.0026
Si	-0.0081	6.699	5.1027	0.0018	-0.0003	-0.0023
Si	3.8486	6.6985	5.1085	-0.0004	0.0003	-0.0006
Si	7.7268	6.6997	5.1	0.0001	-0.0005	0.0011
Si	1.9231	10.0323	5.1439	-0.0017	0.001	-0.0028
Si	5.7882	10.0427	5.1268	0.0002	-0.0007	-0.0005
Si	9.6719	10.0436	5.1508	0.0008	-0.0005	-0.0018
Si	-0.0365	-0.03	7.5309	0.0012	0.0004	-0.0011
Si	3.8507	0.0053	7.5157	0.0025	0.0017	-0.0016
Si	7.7189	-0.0598	7.5261	0.0021	-0.0009	0.002
Si	1.8677	3.3102	7.5033	-0.0025	-0.0029	-0.0021
Si	5.7595	3.3294	7.4965	0.0016	0.0009	-0.0053
Si	9.5965	3.3095	7.4797	-0.004	-0.0014	-0.0033
Si	-0.0895	6.6664	7.4485	-0.0003	-0.0008	0.0009
Si	3.747	6.6745	7.4585	-0.0013	-0.0002	0.0014
Si	7.6511	6.6955	7.4444	-0.0006	0.0005	-0.0002
Si	1.86	9.9752	7.5212	0.0016	0.001	-0.0003
Si	5.7193	10.0138	7.4913	0.0036	-0.0004	0.0015
Si	9.6464	10.0086	7.5341	0.0021	-0.0002	0.0008
Si	-0.0863	2.2156	8.3052	-0.0006	0.0028	0.0053
Si	3.8266	2.2564	8.3239	-0.0021	0.0018	0.0038
Si	7.6811	2.1752	8.3058	-0.0009	0.005	0.0029
Si	1.8028	5.5391	8.2527	0.0022	0.0003	-0.0019
Si	5.6918	5.5954	8.1819	0.0005	-0.0004	0.0027
Si	9.5666	5.5626	8.2043	-0.0001	0.0009	0.0034
Si	-0.064	8.8266	8.3868	-0.0031	0.0015	-0.0035
Si	3.7902	8.8724	8.3202	-0.0008	-0.0008	0.0051
Si	7.6674	8.9198	8.2344	-0.0037	-0.0005	0.0077
Si	1.9257	12.232	8.224	0.0002	-0.0025	-0.0038
Si	5.7627	12.2387	8.2929	-0.0029	-0.0011	-0.0032
Si	9.6569	12.2253	8.3614	-0.002	-0.0031	0.0006
Si	-0.1816	2.3014	10.6782	0.0017	0.0008	-0.0006
Si	3.7783	2.4652	10.6921	-0.0019	-0.0037	0.0015
Si	5.6194	1.5006	11.7109	-0.0011	0.0008	-0.0185
Si	3.6023	4.6908	11.4021	-0.0029	-0.0087	-0.0178
Si	5.5403	5.6791	10.5068	-0.0018	0.0064	-0.0034
Si	9.3979	5.5864	10.5394	0.0051	0.0011	0.0029
Si	-0.1421	8.6243	10.8101	-0.0015	0.0067	-0.0007
Si	3.6851	8.6989	10.7022	0.0025	0.0023	-0.0027
Si	7.6006	8.8995	10.5777	0.0025	0.0011	0.0017
Si	1.9563	11.9436	10.5345	0.0007	0.0026	0.0064
Si	5.7412	11.947	10.6374	0.0101	0.0116	-0.0044
Si	9.7512	12.0717	10.7467	0.003	0.001	0.002
Si	1.8135	1.5662	11.472	0.0088	-0.0092	-0.012
Si	7.5099	2.2969	10.6653	0.0073	-0.0067	0.0065
Si	10.0186	0.7485	11.8017	-0.016	0.0142	0.0008
Si	-0.4169	4.4851	11.5111	0.0013	-0.0004	-0.0183
Si	1.5859	5.4787	10.6031	0.005	0.0025	-0.0021
Si	7.4224	4.5487	11.1983	0.0066	-0.0088	-0.0146
Si	1.8226	7.5398	11.5934	-0.0088	0.003	-0.0108
Si	5.707	7.8105	11.4488	0.0009	-0.0026	-0.0169
Si	9.3742	7.7123	11.4794	0.0041	0.0033	-0.0186
Si	0.0872	10.8353	11.3481	-0.001	-0.0034	-0.0109
Si	3.8254	10.8721	11.4525	-0.0075	0.0066	-0.0046
Si	7.7319	11.0614	11.4564	-0.0044	0.0012	-0.0176
O	10.3861	0.4458	13.3937	-0.0045	-0.0072	0.0129
O	10.9219	4.5977	13.1547	-0.0083	0.0054	0.0192
O	1.7106	1.9727	13.0674	0	-0.0017	0.0123
O	7.5928	11.0235	13.117	-0.0017	0.0037	0.0228
O	3.5716	5.0059	13.052	-0.0017	0.0087	0.0121
O	5.8795	1.7856	13.3126	0.0009	0.0046	0.0184
O	7.2739	4.6389	12.8341	-0.0049	0.0043	0.0112
O	12.1578	10.8622	12.9569	-0.0007	-0.0033	0.0224
O	5.7918	7.8787	13.1074	0.0004	-0.0002	0.0114
O	8.9527	7.6511	13.1047	-0.004	0	0.0177
O	3.8201	10.9763	13.1251	0.0019	0.0016	0.0079
O	2.058	7.2091	13.2372	0.0078	-0.0119	0.0133
O	9.5565	11.4835	29.0497	0.0029	-0.0111	0.0067
O	3.4086	0.8026	27.7153	-0.0007	0.0099	0.0063
O	5.5751	3.9659	27.4153	-0.0073	0.0055	0
O	6.0155	11.1905	26.5824	0.0015	-0.0052	-0.0012
O	8.7104	13.8494	27.8026	-0.0233	0.0256	-0.055
O	2.0217	3.1452	27.8437	0.0005	0.0037	-0.001
O	2.4695	10.9917	27.2963	-0.0028	0.0018	0.0177
O	7.5493	7.627	26.934	0.0058	0.003	0.0043
O	4.4849	7.3329	27.7441	0.0051	0.0041	-0.0021
O	0.1578	13.4408	27.8574	0.0026	0.0047	0.0113
O	10.6163	10.4634	26.6895	-0.0006	-0.0062	-0.0123
O	10.2157	3.8838	27.7183	-0.0168	-0.0009	-0.0303
Si	4.6022	4.7081	23.1747	0.0014	0.0013	0.0023
Si	12.0172	4.582	21.4871	-0.0022	-0.0024	-0.0049
Si	9.9155	-0.3898	14.7313	0.0017	-0.0021	-0.0063
Si	2.2717	11.5565	25.7874	-0.0045	0.0005	-0.0081
Si	7.2263	11.7818	14.5243	0.0008	-0.0006	-0.0093
Si	7.3696	9.2575	16.3162	0.0033	0.0008	0.0068
Si	1.8246	1.7218	17.076	0.0023	-0.0073	-0.0097
Si	2.8951	2.8154	21.4692	-0.0055	0.0002	-0.0008
Si	2.0918	-2.4707	16.5276	0.0056	-0.0015	-0.0033
Si	1.6655	6.0431	18.9715	0.0017	0.0059	0.0057
Si	5.3422	2.3908	14.7185	0	0.0026	-0.0004
Si	1.3641	9.5806	23.704	0.0022	0.0002	0.0019
Si	4.5663	4.1189	26.1085	-0.0102	0.0014	0.001
Si	4.0745	12.0443	14.3382	0.0004	0.0002	-0.0058
Si	3.1113	13.0955	21.2649	-0.0018	0.002	-0.0065
Si	2.638	1.9885	26.8633	-0.0062	0.0004	-0.01
Si	8.8427	3.9985	21.6252	0.0004	-0.001	-0.0087
Si	5.6942	7.3446	14.6487	-0.0041	-0.0033	-0.0024
Si	4.7878	1.7208	17.4601	0.0073	0.0058	0.0041
Si	11.56	10.3604	14.3821	0.0004	0.0039	-0.0083
Si	0.2736	13.6472	26.2601	0.011	0.01	0.013
Si	1.1038	4.6458	16.3987	0.0012	0.0101	0.0001
Si	11.4649	5.1776	24.4372	0.0045	-0.0094	-0.0023
Si	4.3406	12.3421	23.9714	0.0032	0.0054	-0.0003
Si	2.93	6.0979	14.1074	0.0055	0.0097	0.0093
Si	8.6988	5.5887	24.2796	-0.0026	0.0021	-0.0034
Si	5.7984	13.1774	19.6018	0.0035	0	0.0013
Si	10.3297	4.8881	14.6582	-0.0046	0.0011	-0.0108
Si	7.2941	4.7217	14.4374	0.0011	0.0002	-0.0018
Si	9.6594	7.8817	14.5717	0.0017	0.0011	-0.0074
Si	7.1464	10.4287	19.2473	0.0018	0.004	0.0067
Si	-1.7617	12.0159	19.8455	0.0016	-0.0026	0.0077
Si	-0.1423	-0.2646	17.3703	-0.0073	-0.0067	0
Si	10.5687	9.1799	25.6472	0.0067	0.0127	0.0139
Si	0.6139	6.87	26.9031	0.001	-0.001	0.0077
Si	8.8907	14.2972	26.2676	-0.0586	0.0339	0.0385
Si	6.4076	5.4931	20.7371	0.0097	0.0049	-0.0018
Si	8.2201	0.8023	21.3939	0.0066	0.005	-0.0059
Si	7.7175	8.066	25.3654	-0.0054	0.0015	-0.0044
Si	6.2437	10.6096	25.053	-0.0068	0.0116	0.0104
Si	5.3037	8.4895	20.8268	0.0007	0.0008	-0.0021
Si	3.5707	7.0137	26.4207	-0.0037	-0.006	-0.0019
Si	3.6968	7.6735	23.4218	0.005	-0.0019	0.0062
Si	7.2094	-0.335	24.0759	0.0199	-0.0016	0.0255
Si	0.985	11.04	20.9552	-0.0047	-0.0053	-0.0059
Si	2.6374	14.8513	14.2867	0.0092	0.0063	-0.0063
Si	14.2255	9.0518	19.0684	0.0008	-0.0008	0.0081
Si	4.2861	4.1813	19.0232	0.0051	0.0044	0.0008
Si	9.6409	17.1766	26.1981	-0.0162	-0.0373	0.0096
O	4.1688	6.8172	14.904	0.0053	0.0008	-0.001
O	5.4784	1.4047	16.0131	-0.0005	0.001	-0.0014
O	6.1543	7.0991	20.6765	-0.0042	-0.0016	0.0028
O	1.0856	12.0607	17.1464	-0.0004	0.0031	0.0002
O	12.382	5.6184	17.6675	0.0001	-0.0022	-0.0039
O	5.6749	12.2498	14.5528	0.0012	0.002	0.0022
O	11.018	7.8908	26.5262	-0.0012	0.0014	-0.0012
O	5.6094	13.3757	23.8374	0.0025	-0.0021	0.0005
O	3.1283	5.3134	18.8747	-0.0028	-0.0007	0
O	10.433	4.2232	21.3132	-0.0002	0.0022	0.0054
O	2.2995	10.2462	24.8428	-0.0049	-0.0016	-0.0097
O	8.6545	5.0238	25.819	0.0017	-0.0143	0.0074
O	4.094	8.7289	19.7322	-0.0066	0.0039	0.0008
O	9.0582	8.9462	25.1285	-0.0078	-0.002	-0.0015
O	13.4282	3.3439	17.0702	-0.0022	-0.0017	-0.0005
O	8.273	13.027	14.7438	0.0028	-0.0017	0.0004
O	8.1658	13.7151	22.9496	-0.0064	-0.0081	0.0062
O	10.3765	13.9232	25.6821	-0.0051	0.0057	-0.0059
O	3.4243	13.4795	13.9098	0.0001	0.0007	0.0042
O	3.5795	3.5021	22.7788	0	0	0.0006
O	10.3443	6.479	15.0194	-0.0009	-0.0032	0.0022
O	5.7487	14.3705	18.5145	-0.0029	0.001	-0.0004
O	10.3757	-0.9089	18.3852	0.0047	0.0022	0.0048
O	0.5949	1.0905	17.9442	0.0017	0.0061	0.0048
O	2.6949	9.9194	17.6733	-0.0022	-0.0001	0.0049
O	12.3275	5.774	25.6792	-0.0004	0.0007	-0.0043
O	4.3186	12.9048	20.2047	-0.0022	0.0044	0.0017
O	11.3105	4.1478	15.7214	0.0029	-0.0002	0.0055
O	2.1622	8.2311	23.2254	-0.0053	0.0057	0.0011
O	8.4587	4.4097	23.1761	0.0013	0.0061	0.002
O	7.6291	13.6722	25.5005	0.053	0.0452	-0.0002
O	7.4223	11.4424	24.2659	0.0016	0.0259	-0.0009
O	7.2784	9.412	17.9531	-0.0011	-0.0011	-0.0055
O	1.7469	12.4532	20.6615	0.0006	0.0017	0.0031
O	8.8105	4.3384	14.9054	0.0017	0.0029	0.0033
O	1.6746	9.8677	20.0887	-0.0006	0.0038	-0.0038
O	11.5003	9.2859	24.3361	0.0065	0.0015	-0.0078
O	13.4861	7.6353	18.819	0.0013	0.0059	0.0021
O	7.9818	5.0325	20.68	-0.0032	-0.0003	0.0072
O	4.9074	10.8306	24.168	0.0013	-0.0092	0.0005
O	10.8607	8.9152	14.2621	-0.0042	0.0044	0.0034
O	4.0791	7.7235	25.035	0.0002	0.0078	-0.0094
O	10.5966	0.2361	16.066	0.0022	-0.0006	-0.0001
O	0.7056	4.9997	23.0572	0	0.0017	0.0031
O	10.4082	11.4443	14.7682	0.0026	0.0038	-0.0042
O	1.3513	3.2751	21.2245	0.0016	0.0021	0.0026
O	6.7955	13.7369	20.7582	-0.0023	0.0006	0.0012
O	3.726	2.734	25.9068	0.006	0.0057	-0.0003
O	3.7244	2.6437	14.5997	-0.001	-0.005	0.0012
O	11.0155	11.2205	20.6248	-0.0019	0.0113	-0.0033
O	6.4071	9.667	20.5081	-0.0017	0.0013	-0.0022
O	10.2153	6.1755	24.0416	-0.0015	0.0022	0.0022
O	8.6882	2.4937	26.0831	0.0403	-0.0549	0.0509
O	1.3823	1.4284	25.9757	-0.0156	-0.0147	0.0013
O	12.7081	10.6205	22.5062	0	-0.0018	-0.0012
O	0.8343	12.2879	25.579	-0.0103	0.0091	-0.0021
O	8.6781	8.4213	15.7658	-0.0065	0.0067	0.006
O	6.8373	6.2074	14.9216	-0.0017	0.001	0.0015
O	7.4708	10.7722	15.764	0	-0.0046	0.0013
O	1.6451	1.2011	15.5387	-0.0017	0.0048	0.0044
O	6.0206	8.5324	15.7253	0.0064	0.0053	0.0075
O	8.4656	2.4236	21.3443	-0.0017	-0.0025	0.0042
O	5.6805	4.8929	19.425	-0.0034	-0.0014	0.0044
O	2.8557	14.6233	21.6893	0.0014	-0.0025	0.0034
O	3.5456	5.3814	26.321	0.0037	0.0031	0.0001
O	7.6367	6.8224	24.2998	-0.0017	-0.0016	-0.0025
O	2.0889	7.5914	26.8242	0.0018	0.0033	-0.0016
O	15.3275	6.0831	23.0628	0.0001	0.0008	0.001
O	8.6267	10.9364	19.7097	-0.0001	0.0027	-0.003
O	3.4179	12.6298	25.2912	0.0073	0.0075	-0.0006
O	6.4843	9.0295	25.0022	0.0047	-0.0059	0.0025
O	5.8115	4.8204	22.0996	-0.001	0.0028	-0.0023
O	3.4635	12.3006	22.6281	-0.0016	-0.0024	-0.0071
O	6.1989	3.7144	15.0724	-0.0005	-0.0006	-0.001
O	3.8108	3.1159	20.1598	-0.0007	-0.0013	-0.0008
O	4.6799	3.3385	17.6859	-0.0025	-0.0047	-0.0013
O	2.0109	5.3825	15.2502	-0.0052	-0.0038	0.0046
O	-2.1887	13.3819	20.6425	-0.0058	0	-0.0018
O	3.381	11.5502	15.7351	-0.0067	-0.0022	0.0088
O	12.4843	5.7109	20.3849	0.0014	0.0005	-0.0021
O	4.6777	8.477	22.3608	-0.0008	0.0019	-0.0006
O	5.2755	4.4144	24.6505	0.0019	0.0019	-0.0059
O	1.165	10.1358	15.444	0.002	0.0037	0.0035
O	6.298	11.7898	18.8977	-0.0008	-0.0001	0.0002
O	10.8399	3.7749	25.0614	-0.0035	0.005	0.0023
O	3.2579	1.1533	17.6176	-0.0014	-0.0006	0.0016
O	6.5248	9.5709	28.5801	0.0109	-0.0064	0.0011
O	8.6123	1.599	11.7005	0.0044	-0.0033	-0.0029
O	9.2191	9.0546	28.3629	-0.0101	-0.0072	0.0039
O	5.467	13.2796	11.5875	-0.0012	-0.0044	0.0008
O	1.7483	13.3318	11.4053	-0.0033	0.0047	-0.0032
O	11.667	9.9662	29.1293	-0.0049	-0.0042	-0.0039

Results
free energy: -219172.111 eV
free energy less fixed offsets of O -568.88, Si -635.61 eV per atom: -0.021 eV

The program warned: the cutoff lies below the one the program advises for these potential files; the exchange-correlation potential is rough where the density is thin.
